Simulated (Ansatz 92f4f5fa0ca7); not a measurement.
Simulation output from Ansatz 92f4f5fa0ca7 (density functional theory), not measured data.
Periodic cell of 175 atoms, Si99O76, from a study of silicon, its oxide and their interface. The atomic structure is a simulated model.

Settings
functional: PBE
potential files: Ansatz PAW
basis: plane waves
wave-function cutoff: 700 eV
density cutoff ratio: 5
exchange-correlation grid ratio: 2
k mesh: 2 x 2 x 1, shifted by 0.5 0.5 0.5 of a step
self-consistency stop: 5e-08 eV per atom in the density residual
occupations: Fermi-Dirac, 0.05 eV
spin: none
net charge: 0

Cell vectors (angstrom)
a 11.5983 0 0
b 0 11.5983 0
c 3.8339 3.283 23.2063

Atoms and the computed forces on them: element, x, y, z (angstrom), force x, y, z (eV/angstrom)
Si 1.4082 -0.5322 2.3025 0.2292 0.2467 -0.445
Si 9.0149 2.8325 0.538 0.5003 0.1018 -0.0234
Si 5.1892 10.3234 16.7943 0.1057 -0.1279 0.1657
Si 1.9436 3.5128 -4.0743 0.1441 0.0439 -0.0319
Si 1.8967 1.7455 0.4238 0.0243 0.2093 0.2213
Si 4.439 7.6189 -1.7797 0.1501 -0.1279 -0.0583
Si 4.8631 -1.6423 -0.3382 -0.0197 -0.287 -0.138
Si 6.8007 7.8022 -0.1912 0.2511 0.1551 -0.5986
Si 9.963 8.2456 0.1609 -0.0678 -0.0704 0.5326
Si 1.7242 7.1653 2.312 -0.0958 0.0273 0.0243
Si 1.4409 3.0487 2.3218 -0.1811 0.3045 0.0155
Si 2.3171 6.3658 -3.4876 0.0015 -0.1287 -0.0874
Si 3.687 7.5829 1.032 -0.6223 0.2553 -0.4266
Si 6.7311 2.6344 1.556 -0.3221 0.1177 -0.6214
Si 5.8698 6.8982 1.7554 -0.1171 0.2345 -0.1835
Si 10.6488 -1.0324 2.0697 -0.5371 -0.3296 -0.0423
Si 10.574 3.2323 2.3127 0.1603 0.1803 -0.0241
Si 10.8173 7.1853 2.1323 0.2387 -0.1405 0.2693
Si 2.0173 1.2439 3.7225 0.1018 0.0362 0.3718
Si 2.1895 5.0988 3.4135 -0.2551 -0.2411 -0.0782
Si 2.2087 9.1641 3.5189 -0.1892 -0.1584 0.3608
Si 6.2063 1.0418 3.3219 -0.065 -0.9037 0.3102
Si 6.2198 4.7979 2.8783 -0.0346 0.0856 0.5531
Si 6.2424 9.4975 3.5955 0.1603 0.3 0.228
Si 9.9299 1.4153 3.6219 -0.0034 -0.4668 -0.335
Si 10.1656 5.2478 3.4017 0.1764 0.1727 -0.1896
Si 10.2515 8.9298 3.6641 -0.2272 -0.0065 0.0385
Si 0.1846 1.2125 5.1098 -0.2703 0.0232 0.1123
Si 0.3608 5.1248 4.9409 0.009 -0.0802 -0.0665
Si 0.4334 9.0858 5.1339 0.2359 0.3137 0.0369
Si 4.2107 1.2679 4.7383 -0.0374 -0.0264 0.0453
Si 4.3102 4.9931 4.4922 0.1299 0.0746 0.1149
Si 4.2284 9.1469 4.8092 -0.0733 -0.0511 0.0364
Si 7.9881 1.2969 4.8938 0.0744 0.0677 0.2576
Si 8.0485 5.212 4.4642 -0.047 0.1101 0.1444
Si 8.189 9.1164 4.8513 0.0161 0.0471 0.0307
Si 0.2735 -0.5842 6.5761 0.0895 -0.1773 -0.1522
Si 0.2287 3.1992 6.3511 -0.1029 0.0212 0.0156
Si 0.4492 7.0443 6.2661 0.0731 0.0212 0.0738
Si 4.193 -0.5832 6.2854 0.1366 -0.0223 -0.1655
Si 4.1915 3.2185 6.1217 0.0196 0.0562 0.1016
Si 4.3311 6.9977 5.9044 -0.0603 -0.0483 -0.2188
Si 8.1544 -0.6587 6.3275 -0.0415 -0.0453 -0.2777
Si 8.0495 3.3892 5.9919 -0.127 -0.0811 -0.0312
Si 8.0215 7.0852 6.0341 0.0561 0.1316 0.0041
Si 2.3198 -0.5161 7.7465 -0.1301 0.1558 0.0961
Si 2.233 3.1988 7.6112 0.0572 -0.1813 -0.254
Si 2.5071 6.9955 7.4023 0.05 -0.0672 -0.059
Si 6.1848 -0.7121 7.6302 -0.0238 -0.0438 0.1999
Si 6.2117 3.3003 7.4591 0.0781 0.162 -0.1991
Si 6.1094 7.0306 7.4854 0.1943 -0.0509 0.1844
Si 9.9059 -0.5723 7.9024 -0.0973 0.0123 0.2656
Si 9.8003 3.3002 7.588 0.0204 0.0336 0.0109
Si 9.9983 7.1428 7.4055 -0.168 -0.077 -0.0701
Si 2.4506 1.4144 9.2138 0.1056 -0.2246 -0.3418
Si 2.3976 5.1519 8.8839 0.0968 0.0513 0.054
Si 2.4302 8.9456 8.7009 0.0659 0.0632 -0.2713
Si 6.5929 1.3457 8.7506 0.1454 0.0065 -0.0871
Si 4.308 4.4048 10.0762 0.0494 0.2672 0.2927
Si 6.1703 8.8682 9.0356 -0.0943 -0.0727 -0.204
Si 10.011 1.6689 11.1274 -0.4815 -0.3011 -0.0688
Si 9.8996 5.3003 8.8382 0.0142 0.0948 -0.0246
Si 8.1402 8.2934 10.2837 0.1114 0.2526 -0.0502
Si 8.7266 10.5639 12.4815 -0.0794 -0.2977 0.2133
Si 0.3487 5.8165 9.8619 -0.1454 0.1813 0.0149
Si 0.6368 8.1878 9.9841 -0.0854 -0.067 -0.0182
Si 4.6899 2.039 10.0201 -0.22 -0.0842 0.4955
Si 6.293 5.1588 9.0137 -0.0084 0.0759 -0.0222
Si 4.1165 8.9387 10.3096 -0.3853 0.1705 0.0869
Si 9.1128 1.4716 8.9807 -0.1174 -0.1199 -0.4366
Si 8.2361 5.6694 10.4896 0.0024 -0.1713 -0.2776
Si 10.0608 8.8928 9.0335 0.2883 -0.2084 0.0299
Si 12.6774 1.399 16.7228 -0.3353 0.0718 0.0806
Si 2.4973 10.5532 12.277 0.4162 -0.0941 0.0411
Si 10.1082 8.5354 16.7265 -0.0226 -0.0515 0.1868
Si 8.0946 7.0941 15.2784 -0.0069 0.0151 0.2713
Si 7.1684 3.2246 14.3571 -0.2606 -0.0788 0.2671
Si 9.3719 15.5128 12.1104 0.1015 0.5576 0.5458
Si 8.4189 4.5282 16.6394 -0.0606 -0.0794 0.124
Si 2.8705 12.1246 18.116 0.2845 -0.2844 0.116
Si 12.4237 12.7585 11.0977 0.6713 -0.1704 0.4122
Si 3.0185 3.3066 19.3698 -0.0864 0.2064 -0.1408
Si 8.5706 4.8366 22.4784 -0.3182 -0.14 -0.3306
Si 9.8194 -0.074 17.0421 0.0203 0.0446 0.1397
Si 9.1351 14.0084 18.4536 -0.031 -0.1134 -0.0101
Si 5.3702 7.324 16.2744 -0.0082 -0.0193 0.1613
Si 3.1435 4.9722 21.829 0.0256 0.1007 -0.0329
Si 7.8023 4.666 19.5443 -0.0765 0.0144 -0.208
Si 3.2253 10.3772 20.6787 0.1013 -0.101 0.0494
Si 7.4237 11.6836 14.9526 -0.0146 0.122 0.2443
Si 11.9903 6.6719 18.5151 0.0075 0.0123 0.0051
Si 3.3103 6.0193 17.7934 -0.085 -0.0299 -0.068
Si 1.7043 7.5351 21.1324 0.0033 -0.0506 -0.2747
Si 11.8075 3.5342 18.6837 -0.1448 0.0685 -0.0687
Si 2.3006 13.152 13.7311 0.2665 -0.0106 0.1898
Si 2.1114 7.7695 11.9392 -0.399 -0.1507 -0.4355
Si 11.6516 5.9909 12.1739 0.308 -0.2168 -0.5477
Si 4.5745 3.1824 12.6983 0.0426 0.0387 -0.0938
Si 10.1643 8.3427 13.7509 0.0777 -0.0309 0.2668
O 3.5576 7.0049 -0.5312 0.1305 -0.04 0.3208
O 8.6513 3.2471 22.8455 0.0816 0.1039 0.0517
O 1.9704 0.1375 0.8379 -0.1718 -0.0322 -0.0444
O 2.6863 6.25 20.9345 0.0961 -0.0141 -0.0825
O 10.1379 9.83 0.6356 0.1138 0.0829 -0.1747
O 3.9317 -2.3376 0.8419 -0.0225 -0.1029 0.2312
O 6.4652 6.9841 15.0997 0.09 0.0383 -0.0278
O 9.6436 5.6909 23.3468 0.5044 0.0784 0.4383
O 3.7558 7.0155 -3.1044 0.0409 0.0929 0.0331
O 6.2435 10.9939 2.8408 -0.1248 0.4466 0.1178
O 6.4564 8.2452 2.5635 -0.072 -0.3959 0.024
O 9.6764 0.2888 2.3462 0.5276 0.0157 0.3332
O 3.265 2.1342 -0.36 0.1617 -0.0776 -0.0681
O 12.1419 7.3757 19.986 0.0099 0.0096 0.0791
O 8.8827 4.1351 -0.5401 -0.1923 -0.321 0.2066
O 6.1592 11.1323 15.7935 0.078 0.0229 -0.1181
O 0.3265 3.5177 -4.2515 0.0362 -0.0052 -0.0038
O 2.4952 2.0865 -3.4726 0.0153 -0.0336 0.026
O 10.8425 8.4791 15.2501 -0.0257 0.0096 -0.3206
O 2.5085 8.9293 20.9119 -0.0347 0.0139 0.046
O 4.3406 9.2672 -1.7544 0.0192 0.0183 0.136
O 8.4351 7.7693 -0.2419 0.1095 0.1092 -0.018
O 6.4039 -2.1758 -0.1401 0.0486 -0.1253 0.15
O 7.0987 3.9525 15.8397 0.0733 -0.0386 -0.1759
O 7.1304 13.2277 14.5907 0.0332 -0.01 -0.0774
O 1.8232 6.6721 17.7174 0.012 -0.022 0.0177
O 6.0354 7.203 -1.5618 -0.035 0.1518 0.1169
O 8.5362 8.1504 16.464 -0.0158 -0.059 -0.1385
O 10.0973 9.9813 17.4757 0.0063 0.0333 -0.0604
O 3.0964 11.2669 22.0377 -0.033 0.1839 -0.1984
O 9.2818 3.1612 16.9711 -0.0132 0.0928 0.0063
O 3.6495 7.642 11.2885 -0.0904 -0.0812 0.1393
O 3.8015 10.2836 11.2856 0.0142 0.0835 -0.0444
O 2.8826 11.6389 13.435 -0.0637 -0.057 -0.0519
O 9.2035 11.9983 11.8876 0.2106 0.2641 -0.044
O 4.8949 1.8961 11.7025 -0.0945 0.1802 -0.2063
O 8.4942 3.6344 13.4927 0.2954 -0.0321 -0.266
O 8.7366 5.0203 20.8421 0.0446 -0.0018 0.2359
O 12.9317 13.5735 12.475 -0.264 -0.0405 -0.1818
O 10.957 7.3874 12.7083 -0.266 -0.031 0.1619
O 4.8414 10.2382 20.4769 -0.1289 0.0263 0.0435
O 3.579 13.476 18.8019 -0.0341 -0.0312 -0.0533
O 12.2819 2.9236 17.2373 0.0685 -0.1575 -0.0972
O 3.2753 4.4334 18.1926 0.0195 -0.133 0.0706
O 8.3195 5.2694 18.1059 0.0072 -0.0323 0.01
O 13.1717 1.537 15.1803 0.0411 0.0289 -0.2413
O 8.6715 7.6635 13.872 0.0725 0.0137 -0.0983
O 7.8304 14.6251 19.2663 0.1008 0.0591 0.0131
O 8.9259 5.7036 15.6248 -0.0444 0.0624 -0.0647
O 4.1105 4.4596 11.762 0.0338 -0.2334 -0.1577
O 10.7943 4.6679 12.659 -0.343 -0.0611 0.165
O 8.0607 9.4975 11.4434 -0.0215 -0.0127 0.018
O 5.8789 3.6906 13.5085 -0.0147 0.0419 0.0014
O 2.413 4.761 -3.1474 -0.0496 -0.0099 -0.0426
O 11.4835 5.124 18.6091 0.0523 -0.0392 0.0167
O 1.6397 6.3238 12.6245 0.1687 0.2164 0.2733
O 4.0835 6.294 16.3584 0.0578 0.0453 0.0514
O 3.6041 3.7499 20.8312 -0.0036 0.0025 0.1262
O 2.1798 6.6936 -5.0621 -0.0419 0.0285 -0.0375
O 9.0831 12.3922 18.2376 0.0337 0.0769 -0.0945
O 8.8368 11.5678 15.7569 -0.0433 -0.0325 -0.1702
O 1.4201 3.2123 19.7092 0.0098 -0.0289 0.0965
O 10.0413 9.8465 13.1483 0.0855 0.0621 -0.1463
O 4.4843 5.3669 22.6432 -0.0568 -0.1833 -0.1001
O 2.5261 11.1065 19.3832 0.0011 0.124 -0.092
O 4.7934 8.8617 16.1457 0.0036 -0.0439 -0.0207
O 3.4848 14.272 13.8024 -0.0711 0.0129 -0.0114
O 1.8855 4.7963 22.8921 -0.2314 0.0822 -0.0411
O 10.4934 2.7753 19.28 0.0363 0.0043 0.0039
O 3.9136 11.2869 17.1372 -0.2203 0.1474 0.0344
O 12.8041 11.1444 11.4346 -0.241 0.3495 -0.1685
O 11.2859 0.5395 16.7099 0.1385 0.0416 -0.0388
O 2.0887 9.0947 12.9311 0.0804 0.0062 0.119
O 7.566 10.8104 13.5979 0.0455 0.0016 -0.1918
O 10.8748 7.4965 17.6953 0.0166 0.0122 -0.017
O 6.2928 7.0612 17.6079 -0.0679 0.0352 -0.0457

Results
free energy: -106163.445 eV
free energy less fixed offsets of O -569.03, Si -635.61 eV per atom: 8.225 eV
pressure: -1.10 GPa
stress xx, yy, zz, yz, xz, xy (GPa, positive in tension): 1.14, 1.93, 0.24, 0.04, 0.13, -0.43

The program warned: the cutoff lies below the one the program advises for these potential files.
